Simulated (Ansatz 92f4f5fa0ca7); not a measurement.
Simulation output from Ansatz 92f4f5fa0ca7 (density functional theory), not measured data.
Periodic cell of 226 atoms, Si134O92, from a study of silicon, its oxide and their interface. The atomic structure is a simulated model.
Doubt: the cutoff is far below the 930 eV that the study's wrapper takes by default for these files, so forces and energies are approximate.

Settings: functional PBE; potential files Ansatz PAW; basis plane waves; wave-function cutoff 580 eV; density cutoff ratio 5; exchange-correlation grid ratio 1; k mesh 1 x 1 x 1, Gamma-centred; self-consistency stop 5e-08 eV per atom in the density residual; occupations fixed; spin none; net charge 0.

Cell vectors (angstrom)
a	10.938	0	0
b	0	10.938	0
c	0	0	32.2715

Atoms: element, x, y, z (angstrom)
Si	0.2551	-0.4107	24.8393
Si	5.1245	0.2797	24.6784
Si	2.9816	2.6365	24.6533
Si	7.9608	3.1333	24.974
Si	-0.3994	5.7037	24.8787
Si	5.6772	5.2375	24.7541
Si	2.6418	8.4601	24.536
Si	8.5393	8.0654	24.9109
Si	1.3473	1.4131	25.9807
Si	6.8275	1.3381	26.0373
Si	4.1257	4.0963	26.1244
Si	9.4638	4.2493	26.3639
Si	1.4491	6.8141	25.9374
Si	6.7956	6.9109	26.0526
Si	4.0414	9.6263	26.0621
Si	9.7209	9.4722	26.3324
Si	2.6935	0.0412	27.4578
Si	8.2277	-0.0125	27.4656
Si	-0.0213	2.7492	27.4607
Si	5.4813	2.7111	27.4812
Si	2.7361	5.4729	27.4291
Si	8.0842	5.5966	27.5771
Si	0.1336	8.0846	27.5399
Si	5.4331	8.2514	27.43
Si	4.1018	1.3673	28.8532
Si	9.5708	1.3673	28.8532
Si	1.3673	4.1018	28.8532
Si	6.8362	4.1018	28.8532
Si	4.1018	6.8362	28.8532
Si	9.5708	6.8362	28.8532
Si	1.3673	9.5708	28.8532
Si	6.8362	9.5708	28.8532
Si	0	0	30.2205
Si	5.469	0	30.2205
Si	2.7345	2.7345	30.2205
Si	8.2035	2.7345	30.2205
Si	0	5.469	30.2205
Si	5.469	5.469	30.2205
Si	2.7345	8.2035	30.2205
Si	8.2035	8.2035	30.2205
Si	1.3673	1.3673	31.5877
Si	6.8362	1.3673	31.5877
Si	4.1018	4.1018	31.5877
Si	9.5708	4.1018	31.5877
Si	1.3673	6.8362	31.5877
Si	6.8362	6.8362	31.5877
Si	4.1018	9.5708	31.5877
Si	9.5708	9.5708	31.5877
Si	2.7345	0	0.6835
Si	8.2035	0	0.6835
Si	0	2.7345	0.6835
Si	5.469	2.7345	0.6835
Si	2.7345	5.469	0.6835
Si	8.2035	5.469	0.6835
Si	0	8.2035	0.6835
Si	5.469	8.2035	0.6835
Si	4.1018	1.3673	2.0507
Si	9.5708	1.3673	2.0507
Si	1.3673	4.1018	2.0507
Si	6.8362	4.1018	2.0507
Si	4.1018	6.8362	2.0507
Si	9.5708	6.8362	2.0507
Si	1.3673	9.5708	2.0507
Si	6.8362	9.5708	2.0507
Si	0	0	3.418
Si	5.469	0	3.418
Si	2.7345	2.7345	3.418
Si	8.2035	2.7345	3.418
Si	0	5.469	3.418
Si	5.469	5.469	3.418
Si	2.7345	8.2035	3.418
Si	8.2035	8.2035	3.418
Si	1.285	1.4126	4.8097
Si	6.7796	1.3863	4.7886
Si	4.1513	4.0387	4.8332
Si	9.6062	4.0923	4.8421
Si	1.3978	6.7412	4.7718
Si	6.8129	6.8386	4.7825
Si	4.1169	9.6106	4.7931
Si	9.6429	9.5422	4.7189
Si	2.6659	0.0387	6.0899
Si	8.3068	0.0613	5.9307
Si	-0.0124	2.7549	6.3774
Si	5.4043	2.6338	6.3507
Si	2.7827	5.391	6.1689
Si	8.1623	5.448	6.13
Si	-0.0104	8.0702	6.053
Si	5.4922	8.2486	6.1619
Si	3.647	1.4464	7.7201
Si	9.1836	1.5245	7.5905
Si	1.6341	3.9545	7.6976
Si	7.0483	3.9041	7.532
Si	3.9254	7.0182	7.4373
Si	9.2904	7.0443	7.4662
Si	1.6197	9.2234	7.2407
Si	7.2292	9.4947	7.2806
O	6.8383	4.1489	24.2509
O	1.4026	9.5162	24.0973
O	6.6085	-2.4528	12.4538
O	2.81	8.19	7.8437
O	4.1729	0.2655	11.5557
O	8.2851	8.3161	7.8874
O	5.5864	10.4843	23.2599
O	-0.1471	4.7459	23.549
O	3.9607	0.3356	8.9329
O	9.2599	0.5796	9.0032
O	0.8213	9.7625	8.5951
O	2.9741	1.7886	13.4508
O	9.8278	6.3128	8.8666
O	1.1479	4.9302	8.9748
O	6.5596	4.702	8.9017
O	4.4863	6.3805	8.8667
O	7.8576	0.2488	22.1365
O	8.9941	2.6792	23.762
O	2.419	3.4517	23.2976
O	10.0595	0.0449	23.7056
O	10.8276	11.3616	20.0288
O	7.9935	8.1268	19.8249
O	4.9506	5.7476	23.3628
O	3.5474	7.9706	23.2012
Si	4.0118	-0.6914	10.227
Si	-12.9533	3.8529	20.0986
Si	12.6769	2.8964	21.9007
Si	13.5496	-1.2998	19.6876
Si	20.4756	11.9383	19.2163
Si	4.2693	2.3911	17.7417
Si	-8.7522	-6.654	16.5791
Si	0.3024	4.9043	12.7292
Si	8.7618	9.1376	18.7899
Si	6.4095	9.5539	13.6655
Si	10.8484	-1.1729	20.4297
Si	0.5024	0.0739	12.1819
Si	-1.2888	-8.5512	13.5638
Si	0.9185	4.5626	19.3088
Si	17.2057	10.903	21.8301
Si	6.6351	-2.3992	10.8301
Si	1.6032	6.8773	14.9469
Si	3.0246	-4.3554	19.64
Si	-4.0022	12.4164	12.3373
Si	-0.9826	3.5564	22.7944
Si	5.7134	5.7914	9.7704
Si	4.17	8.2714	15.4084
Si	4.4288	6.8742	22.3172
Si	8.9735	10.1828	22.7874
Si	7.8989	10.9135	9.7225
Si	3.1017	1.4485	11.8424
Si	6.3943	8.2071	20.2213
Si	-6.243	3.7397	11.9319
Si	12.0388	-1.8297	10.0654
Si	8.4921	10.0069	15.8997
Si	2.776	10.6771	16.8935
Si	13.5664	3.3737	13.7257
Si	3.9447	1.2282	20.6036
Si	11.1629	6.0419	9.7847
Si	6.9639	3.8959	17.8234
Si	-1.9788	1.9228	16.4754
Si	0.603	-1.1286	15.0192
Si	5.3091	6.5334	17.7504
O	-5.0652	2.6752	17.8022
O	1.6834	14.7773	20.5608
O	2.09	10.3949	18.3479
O	3.7846	1.0366	16.9383
O	-1.403	6.8927	24.2737
O	14.9636	-6.7453	13.3864
O	3.5727	20.2666	16.4863
O	7.5688	-6.6554	19.3089
O	8.1406	9.0413	23.6214
O	0.7779	8.2194	15.3924
O	2.6652	-1.5683	10.4547
O	1.5754	3.8993	12.5943
O	3.6614	3.7138	16.9999
O	-4.253	7.0153	10.2554
O	0.9209	-3.4458	10.0303
O	5.4559	1.2926	21.2594
O	-2.788	-7.6366	16.8567
O	8.98	4.2598	21.6672
O	0.1663	2.5554	22.1991
O	18.9009	9.4389	10.4573
O	11.9208	-0.8139	13.463
O	8.9232	13.1668	20.0469
O	9.8797	2.2034	15.1663
O	-0.5419	1.2178	12.6882
O	0.7415	-4.8371	13.779
O	1.4373	-1.537	20.791
O	-5.0461	24.5825	12.2372
O	-0.918	3.9423	13.2289
O	1.5339	-0.0905	15.8667
O	18.9283	0.607	16.2244
O	-5.6614	-1.7034	10.2327
O	9.8591	9.4162	21.6531
O	5.7984	7.7097	18.7802
O	8.4384	10.7211	19.151
O	3.4306	6.2413	21.1854
O	14.6982	10.5809	20.3002
O	8.0955	2.1598	13.2291
O	4.0213	5.8762	18.547
O	0.0568	9.8631	11.0954
O	5.7725	7.362	21.48
O	1.9172	5.8649	16.215
O	8.141	2.7519	8.0518
O	12.1684	3.8944	17.8418
O	-9.2958	-10.0064	11.3671
O	-4.5203	0.1605	13.1484
O	20.8895	12.458	17.7232
O	14.7581	2.1924	19.299
O	1.9056	3.4995	15.1686
O	2.688	1.6191	21.5576
O	6.3425	5.3269	17.3647
O	1.4948	-4.8449	19.3443
O	-4.0951	10.6139	8.484
O	3.1769	8.1717	19.3534
O	7.5861	-1.615	14.7542
O	-0.7004	4.5305	19.4052
O	5.0096	-1.7652	14.3661
O	-0.9425	-0.785	15.3191
O	5.1235	5.0481	11.0984
O	6.1713	9.7493	20.6813
O	7.3802	12.0017	10.821
O	4.9999	7.1952	16.2985
O	3.0702	7.4577	14.4936
O	8.4307	8.9938	17.1984
O	15.0257	12.4244	24.1892
O	10.3587	-2.0282	19.1035
O	-0.1324	-5.4609	11.2729
O	3.5918	2.8305	11.0953
O	2.6284	2.6956	8.2412

Results
free energy: -137506.449 eV
free energy less fixed offsets of O -568.88, Si -635.61 eV per atom: 2.251 eV

Forces (eV/angstrom), in the order of the atoms: element, x, y, z
Si	-0.0028	0.1068	-0.2561
Si	0.254	0.0441	-0.1464
Si	-0.2249	0.0189	0.06
Si	-0.0023	-0.1159	-0.3705
Si	0.0318	0.0116	-0.3533
Si	0.164	-0.0121	-0.1722
Si	-0.1395	-0.0877	0.0515
Si	-0.0092	0.0095	-0.3546
Si	0.0756	-0.0831	-0.2441
Si	-0.0286	0.0785	-0.1759
Si	0.0933	-0.0583	-0.1868
Si	0.0365	-0.0885	-0.0722
Si	-0.1106	0.0549	-0.257
Si	0.0531	-0.0535	-0.2425
Si	0.0002	0.09	-0.125
Si	-0.0437	0.1293	-0.0415
Si	-0.1291	0.1315	-0.0279
Si	-0.0582	0.0383	0.0132
Si	0.0742	-0.0596	0.0472
Si	0.0843	-0.1273	0.0094
Si	0.0058	-0.0137	0.0999
Si	-0.0767	0.1282	0.1172
Si	0.0764	-0.1722	0.0373
Si	-0.0713	0.0271	0.1212
Si	-0.076	-0.0568	-0.0422
Si	-0.0246	0.0332	-0.141
Si	0.0461	0.0231	-0.3286
Si	-0.3439	-0.0146	0.2757
Si	-0.0688	0.1168	-0.4068
Si	0.1595	0.0827	0.5361
Si	0.29	0.0325	0.1491
Si	-0.0419	0.0633	-0.2883
Si	-0.0435	-0.093	-0.0391
Si	-0.034	-0.0227	-0.0281
Si	0.0626	0.0167	-0.0216
Si	0.065	0.0783	-0.023
Si	-0.1845	-0.0951	0.0164
Si	-0.034	-0.1565	0.0062
Si	0.0829	0.1566	0.019
Si	0.1828	0.0996	0.007
Si	-0.0375	-0.0324	-0.0328
Si	-0.025	-0.0214	-0.0367
Si	-0.0327	0.0893	0.0108
Si	0.0654	-0.0234	0.0173
Si	0.006	0.0135	-0.0472
Si	0.0205	-0.0097	-0.043
Si	0.0291	-0.0465	0.0011
Si	-0.0899	0.0688	0.0124
Si	0.0519	-0.0406	-0.0214
Si	0.0291	0.0206	0.0198
Si	0.0055	-0.0107	0.0392
Si	-0.0031	0.0148	0.0349
Si	-0.0382	-0.0206	0.0156
Si	0.0037	-0.0183	-0.0085
Si	-0.0068	-0.0053	0.0304
Si	0.0345	0.0273	0.0315
Si	-0.0655	-0.1129	0.0145
Si	-0.0661	-0.1255	0.029
Si	-0.046	0.0357	-0.0135
Si	0.0851	0.1112	0.0147
Si	-0.0429	-0.0397	0.0189
Si	-0.0662	-0.0227	0.0303
Si	0.0677	0.1337	0.0001
Si	0.0217	0.0254	0.0144
Si	0.2185	0.1673	-0.4271
Si	-0.026	0.0778	-0.2411
Si	-0.1104	0.0224	0.3074
Si	-0.0434	0.1825	0.3599
Si	0.0406	-0.4451	-0.1413
Si	-0.0692	-0.2341	0.0876
Si	0.0812	-0.0306	0.2679
Si	-0.0507	-0.0534	-0.0734
Si	-0.042	0.0993	0.046
Si	-0.0971	0.0684	-0.0665
Si	0.1104	-0.0244	-0.0516
Si	-0.0447	-0.0194	-0.0094
Si	0.0976	-0.0651	-0.2085
Si	-0.0139	0.0293	-0.0564
Si	-0.0759	-0.0127	-0.1009
Si	0.1124	-0.0675	-0.1171
Si	0.0654	-0.1027	0.0841
Si	0.0769	0.0427	0.0893
Si	-0.0106	-0.1124	0.247
Si	-0.1107	-0.0484	0.2562
Si	-0.0774	0.0154	0.0909
Si	-0.0139	0.0904	0.1148
Si	-0.0803	0.0323	0.2554
Si	0.2227	0.0936	0.2722
Si	-0.0082	-0.0036	-0.1867
Si	-0.0181	-0.0226	0.2512
Si	0.0244	-0.0282	0.1292
Si	0.0122	-0.1134	0.2303
Si	0.0559	0.2206	0.3644
Si	0.0547	0.0656	0.2956
Si	-0.0384	-0.0709	0.3216
Si	-0.1767	-0.3387	0.166
O	-0.0073	-0.0373	0.5409
O	0.0173	0.0924	0.3857
O	0.0013	-0.0332	-0.0893
O	-0.1774	0.0461	-0.5024
O	0.0497	-0.1507	-0.1764
O	-0.2349	0.0869	-0.4401
O	-0.1345	0.0248	0.3722
O	0.0614	0.1494	0.1498
O	-0.0267	0.2422	-0.1174
O	0.0648	0.2544	-0.243
O	0.1289	0.0007	-0.1607
O	-0.0211	0.0171	-0.0519
O	-0.0945	0.0779	-0.2108
O	0.0264	-0.1696	-0.1112
O	0.0145	-0.1129	-0.1675
O	-0.0917	0.039	-0.254
O	0.0237	0.0688	0.0857
O	-0.1626	-0.08	0.1047
O	0.1899	-0.0908	0.3742
O	0.2494	0.0812	0.0752
O	-0.0146	-0.0217	0.0501
O	-0.1259	-0.018	0.0228
O	0.0147	-0.0413	0.1813
O	-0.2022	0.0962	0.2334
Si	0.0605	0.2252	0.2696
Si	0.0581	-0.0896	-0.189
Si	0.0457	-0.0456	-0.3344
Si	-0.0468	0.0523	-0.0292
Si	0.0041	-0.0311	-0.0183
Si	-0.0065	-0.0618	0.1101
Si	-0.0949	-0.0595	0.0037
Si	0.1322	-0.2316	0.1247
Si	0.1141	0.0421	0.0399
Si	0.0552	0.0571	-0.0714
Si	0.1366	0.0431	-0.2676
Si	0.1264	0.151	0.0251
Si	-0.0373	-0.0479	-0.0459
Si	-0.1507	0.0829	-0.0681
Si	-0.072	0.176	-0.3428
Si	-0.0085	0.0428	0.2774
Si	0.0176	0.0099	-0.0169
Si	-0.1353	0.103	-0.1913
Si	-0.1042	-0.0145	0.1659
Si	-0.1536	0.1871	-0.1106
Si	0.0342	-0.0141	-0.0038
Si	0.0164	0.0461	-0.0547
Si	0.0444	-0.0115	-0.0438
Si	0.1166	-0.1506	-0.0806
Si	0.0362	-0.0348	0.0429
Si	-0.1159	0.0997	0.2352
Si	0.1526	0.0379	-0.1893
Si	-0.1305	-0.1138	0.1969
Si	-0.0168	0.1436	0.0954
Si	-0.0183	-0.031	0.0912
Si	-0.0352	0.0248	0.0679
Si	0.2073	-0.1165	-0.072
Si	0.0978	-0.0105	-0.1089
Si	-0.0546	0.0035	-0.1506
Si	0.0871	-0.061	0.1357
Si	0.0744	-0.0171	0.0899
Si	0.0107	0.0346	-0.035
Si	-0.0185	-0.0032	0.0797
O	-0.0062	0.0163	-0.0262
O	0.0513	-0.0691	0.2139
O	0.0218	-0.0001	-0.0016
O	0.0129	0.0088	-0.0358
O	0.0325	-0.0231	0.524
O	-0.0603	-0.0023	-0.0057
O	0.0054	-0.0262	-0.001
O	-0.0217	0.0008	0.0259
O	-0.0446	-0.1886	0.1793
O	-0.0023	-0.0542	0.0175
O	-0.0198	-0.0515	-0.0491
O	-0.1569	0.1296	-0.0626
O	-0.0121	0.0147	-0.0038
O	0.0531	-0.0548	-0.0862
O	0.068	-0.086	0.0582
O	0.0488	-0.0877	0.1141
O	-0.024	-0.0073	-0.0788
O	0.1335	-0.0731	0.2154
O	0.0107	-0.1117	0.0353
O	0.1084	0.087	-0.0177
O	-0.0172	-0.0392	0.0298
O	-0.0284	0.0342	0.0488
O	0.0417	0.0158	0.0311
O	0.0317	-0.0458	-0.0368
O	-0.0114	0.0777	-0.0175
O	-0.022	0.0174	0.0261
O	0.0788	-0.0452	-0.0189
O	-0.0101	0.0683	-0.0036
O	0.0135	0.01	-0.004
O	-0.0473	0.0008	-0.0045
O	-0.0706	-0.0364	-0.137
O	-0.2022	0.0322	0.226
O	0.0094	-0.0035	-0.0292
O	-0.0243	-0.0182	-0.0567
O	0.0207	-0.0277	0.1449
O	0.0339	0.0086	0.0114
O	-0.0347	0.003	-0.0205
O	0.0442	0.0067	0.0108
O	0.0338	-0.0609	-0.0365
O	-0.1119	-0.0224	0.1962
O	0.0213	0.0156	-0.0329
O	-0.0029	0.047	-0.3636
O	0.0455	-0.0101	-0.0177
O	-0.0738	-0.0193	-0.0365
O	0.0108	0.0359	-0.0311
O	-0.0404	0.0108	-0.0715
O	0.0008	0.0104	-0.0079
O	0.0327	0.0499	0.0855
O	-0.1281	0.0132	0.0514
O	-0.0082	0.0637	-0.0739
O	0.0931	0.014	0.0648
O	-0.054	-0.2262	-0.1969
O	0.0586	-0.0858	0.0561
O	0.0472	-0.0219	0.0281
O	0.0201	-0.0087	0.0325
O	-0.0478	0.0007	0.0238
O	-0.0072	-0.0203	0.0258
O	0.0674	0.1838	-0.1757
O	-0.022	0.0229	0.1042
O	0.0279	-0.044	-0.1775
O	0.0329	-0.0406	-0.0279
O	-0.0436	-0.0088	0.0234
O	-0.0258	-0.0056	-0.0582
O	-0.0237	-0.0252	0.2749
O	-0.1113	0.0031	0.0743
O	-0.0098	0.0582	-0.1863
O	0.046	0.0289	-0.024
O	0.1326	-0.0581	-0.3393

The program warned: the cutoff lies below the one the program advises for these potential files; the forces do not sum to zero within the program's tolerance; the exchange-correlation potential is rough where the density is thin.
